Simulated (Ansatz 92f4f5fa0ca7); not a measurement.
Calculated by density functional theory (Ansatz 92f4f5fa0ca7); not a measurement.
Periodic cell of 208 atoms, Si128O80, from a study of silicon, its oxide and their interface. The atomic structure is a simulated model.
Doubt: the cutoff is far below the 930 eV that the study's wrapper takes by default for these files, so forces and energies are approximate.
This geometry differs little from another in the collection (a relaxation step or a small displacement).

Settings
functional: PBE
potential files: Ansatz PAW
basis: plane waves
wave-function cutoff: 580 eV
density cutoff ratio: 5
exchange-correlation grid ratio: 1
k mesh: 1 x 1 x 1, Gamma-centred
self-consistency stop: 5e-08 eV per atom in the density residual
occupations: fixed
spin: none
net charge: 0

Cell vectors (angstrom)
a  10.938  0  0
b  0  10.938  0
c  4.264  -0.7319  31.4496

Atoms and the computed forces on them: element, x, y, z (angstrom), force x, y, z (eV/angstrom)
Si  5.3503  -1.8775  24.0165  0.0073  -0.0056  0.0001
Si  8.0409  0.8601  24.0574  0.0111  -0.0087  -0.0426
Si  5.8704  3.1341  23.9907  -0.0104  0.0107  0.0154
Si  8.5907  -5.1403  23.9214  -0.0115  0.0095  0.0083
Si  0.3747  -2.344  23.9527  -0.0153  0.0161  0.005
Si  3.1556  0.3772  24.0106  -0.0071  0.0094  0.0065
Si  10.8435  3.564  23.8659  0.0079  -0.0088  0.005
Si  2.6156  -4.5573  24.0218  0.0058  -0.0037  -0.002
Si  6.9284  -0.7339  25.3556  0.0018  -0.006  0.0012
Si  9.7086  2.0121  25.2624  0.0006  0.0039  0.0044
Si  7.0229  -6.2311  25.3066  0.0016  -0.0032  -0.002
Si  9.7191  -3.5093  25.2494  0.0031  -0.0022  -0.0024
Si  1.525  -0.7569  25.2837  0.0023  -0.0037  0.001
Si  4.2735  1.9912  25.3108  0.0047  0.0001  -0.0018
Si  12.4089  4.7252  25.25  -0.0017  -0.0002  0.002
Si  4.2108  -3.4475  25.3423  0.0014  -0.0002  0.0041
Si  5.6106  0.6478  26.718  -0.002  0.0051  0.0074
Si  8.3797  3.3627  26.6894  -0.001  -0.002  0.0011
Si  5.6329  -4.8346  26.643  -0.0017  0.001  0.0045
Si  8.3661  -2.1129  26.6376  -0.0019  0.0035  0.0059
Si  11.0942  0.6411  26.6287  -0.001  0.0005  0.0058
Si  13.8168  3.3811  26.6314  -0.0004  0  0.0056
Si  11.0859  6.0983  26.6669  0.0003  -0.0011  0.0033
Si  2.8761  -2.0814  26.7073  -0.0007  0.002  0.0012
Si  4.264  -0.7319  28.0314  -0.154  0.0632  0.414
Si  6.9985  2.0026  28.0314  0.092  0.0326  0.2747
Si  4.264  -6.2009  28.0314  -0.0365  0.0036  -0.2238
Si  6.9985  -3.4664  28.0314  0.0165  -0.0445  -0.14
Si  9.733  -0.7319  28.0314  0.0171  -0.0183  -0.2642
Si  12.4675  2.0026  28.0314  -0.0365  0.002  -0.2283
Si  9.733  4.7371  28.0314  0.0072  0.0202  0.2159
Si  12.4675  -3.4664  28.0314  -0.1296  -0.0865  0.153
Si  1.3673  -1.3673  3.418  0.0141  -0.1137  -0.1651
Si  4.1018  1.3673  3.418  -0.1127  -0.0499  -0.309
Si  1.3673  4.1018  3.418  -0.2145  -0.162  0.1323
Si  4.1018  -4.1018  3.418  0.2614  0.1036  -0.1219
Si  6.8362  -1.3673  3.418  0.0705  0.0037  0.0439
Si  -1.3673  1.3673  3.418  0.1002  0.2727  0.4133
Si  6.8362  4.1018  3.418  0.2689  0.1536  -0.1657
Si  -1.3673  -4.1018  3.418  -0.1811  -0.1501  -0.1166
Si  2.7034  0.0232  4.762  -0.0011  0.0005  0.0009
Si  5.4887  2.7241  4.7232  -0.0033  0.0015  0.0001
Si  2.7827  5.4278  4.7388  0.0054  -0.0041  -0.0054
Si  5.4697  -2.7217  4.7959  -0.0034  0.0022  -0.0047
Si  -2.7377  0.0111  4.7977  -0.0009  -0.0007  -0.0015
Si  0.0007  2.7554  4.8845  -0.0023  -0.0009  -0.0028
Si  8.2115  5.4688  4.8142  -0.0018  -0.0032  -0.0008
Si  -0.0062  -2.7572  4.7603  0.0014  0.0024  0.0009
Si  1.3822  1.3558  6.242  0.0027  -0.0056  -0.003
Si  4.0823  4.0007  6.1027  0.0062  0.0007  -0.0033
Si  1.5182  -4.0569  6.0417  -0.0066  -0.0021  -0.0015
Si  4.1613  -1.2541  6.1119  -0.0007  0.0011  -0.0054
Si  -4.1222  1.3871  6.1403  -0.0012  -0.0053  -0.0037
Si  -1.4111  4.1005  6.2989  -0.0013  -0.0011  -0.0034
Si  6.803  -4.1039  6.1674  0.0015  -0.0021  -0.006
Si  -1.3441  -1.3574  6.1169  0.0003  0.0036  -0.0041
Si  0.2346  -0.2957  7.5216  -0.0031  0.0064  0.0048
Si  3.2729  2.1903  7.3937  -0.0031  0.0042  -0.0129
Si  -0.4702  -5.3523  7.9362  -0.0104  0.0254  0.0088
Si  2.5638  -2.4251  7.3144  0.0046  -0.0087  0.0069
Si  5.025  0.5277  7.353  -0.0005  0  -0.0116
Si  -3.064  2.9831  7.5048  0.0078  0.0001  0.0112
Si  5.6182  5.185  7.3934  -0.0082  0.0109  0.0026
Si  -2.5123  -2.9129  7.4074  0.0005  -0.0062  0.0155
Si  5.6312  -2.0991  29.3986  -0.0175  0.0167  -0.0268
Si  8.3657  0.6354  29.3986  -0.0555  0.0119  -0.0104
Si  5.6312  -7.5681  29.3986  0.0332  -0.0399  -0.0109
Si  8.3657  -4.8336  29.3986  0.0118  -0.0292  -0.0106
Si  11.1002  -2.0991  29.3986  -0.0013  -0.0574  -0.0085
Si  13.8347  0.6354  29.3986  0.0372  -0.0502  0.0077
Si  11.1002  3.3699  29.3986  -0.0134  0.0378  -0.0176
Si  2.8967  -4.8336  29.3986  -0.0344  0.0102  -0.0211
Si  6.9985  -0.7319  30.7659  0.008  -0.0307  -0.0012
Si  9.733  2.0026  30.7659  0.0287  -0.0158  -0.0085
Si  6.9985  -6.2009  30.7659  -0.0112  0.0397  -0.0271
Si  9.733  -3.4664  30.7659  -0.0359  0.0186  -0.0219
Si  12.4675  -0.7319  30.7659  -0.0223  0.0302  -0.0228
Si  4.264  2.0026  30.7659  -0.0351  0.0171  -0.0161
Si  1.5295  -6.2009  30.7659  0.0244  -0.0108  -0.0096
Si  4.264  -3.4664  30.7659  0.0239  -0.0057  -0.0198
Si  1.3673  1.3673  0.6835  0.0211  0.0281  0.0114
Si  4.1018  4.1018  0.6835  -0.0588  0.007  0.0161
Si  1.3673  -4.1018  0.6835  0.0114  -0.0149  0.03
Si  4.1018  -1.3673  0.6835  0.0471  -0.0356  0.0203
Si  6.8362  1.3673  0.6835  0.0021  -0.0354  0.0372
Si  -1.3673  4.1018  0.6835  0.022  -0.008  0.0136
Si  6.8362  -4.1018  0.6835  -0.0119  0.0115  -0.0096
Si  9.5708  -1.3673  0.6835  -0.0384  0.0061  0.0106
Si  0  0  2.0507  0.0259  -0.049  0.0174
Si  2.7345  2.7345  2.0507  -0.004  -0.0657  -0.0006
Si  0  -5.469  2.0507  -0.0546  -0.006  0.0127
Si  2.7345  -2.7345  2.0507  -0.0443  0.0227  -0.0074
Si  5.469  0  2.0507  -0.0778  -0.0165  -0.0006
Si  8.2035  2.7345  2.0507  0.0486  0.0929  0.0019
Si  5.469  5.469  2.0507  0.1228  0.1235  -0.031
Si  8.2035  -2.7345  2.0507  0.0049  -0.0515  0.0055
Si  2.6874  -3.738  11.9705  0.0067  -0.0027  -0.0094
Si  7.36  -3.9575  12.6563  -0.0048  0.0036  -0.0087
Si  6.0931  3.1365  16.714  0.0009  -0.0002  -0.0015
Si  3.6922  1.0601  12.4767  0.0038  0.0001  -0.0031
Si  8.1924  2.2424  10.5431  0.0054  0.0035  -0.0121
Si  8.8615  -2.1629  17.0254  0.0004  -0.0015  -0.0001
Si  2.8752  -2.2789  19.0973  -0.0028  0.0001  -0.0014
Si  1.4457  -1.0467  12.5788  -0.0011  -0.001  -0.0042
Si  8.6079  2.9947  18.0579  -0.0029  0.0022  -0.0018
Si  2.3033  2.7003  10.4001  -0.0057  0.0015  -0.0036
Si  4.0438  4.5714  21.8319  -0.0003  -0.0038  0.0065
Si  4.3091  -3.8663  9.4294  0.0006  0.0014  -0.0087
Si  9.5394  -5.1616  17.4893  0.0016  0.0005  0.0008
Si  0.6348  5.1616  10.895  -0.0031  0.0035  -0.0136
Si  -1.828  4.3937  12.5191  -0.0007  0.0011  -0.0016
Si  1.4969  -4.2622  17.347  -0.0011  -0.0049  -0.0021
Si  11.6455  -1.9805  15.4893  -0.0019  0.0003  0.0033
Si  6.7265  -1.9292  14.7475  -0.0008  0.0016  -0.0029
Si  7.1443  -3.3091  21.7758  0.0048  0.0021  0.006
Si  5.8607  0.2802  10.4803  0.0022  -0.0081  -0.0077
Si  5.2716  0.6692  14.9919  0.0036  -0.0015  0.003
Si  6.9239  -2.3931  10.0413  -0.0018  -0.0052  -0.0105
Si  3.0278  -0.4614  16.8678  0.0006  0  -0.0029
Si  9.7042  0.1854  18.9529  -0.0047  0.0028  0.0017
Si  1.8761  2.2534  21.7532  0.001  0.0001  0.004
Si  8.581  3.9455  15.436  -0.0036  0.0016  0.0066
Si  9.3412  -1.0515  21.8352  0.0018  0.0177  0.0021
Si  4.3481  -5.4583  17.0026  -0.0005  -0.0071  -0.0029
Si  1.7308  0.425  19.1917  0.0027  0.004  0.0017
Si  -0.1702  0.6241  10.5046  -0.0032  -0.0032  -0.0126
Si  5.0538  -4.3147  19.7388  0.0046  -0.0017  0.0034
Si  4.7718  -4.0997  14.1684  0.006  0.0025  0.0015
O  0.7377  -1.7453  13.8746  0.0032  0.0014  0.0006
O  -0.4253  0.0943  8.9784  0.0024  -0.0005  -0.0005
O  21.5826  20.2016  22.5991  -0.0033  0.0012  -0.0046
O  4.8381  -5.2376  8.745  0.0048  -0.0077  -0.0008
O  9.7234  4.6985  23.3873  0.0012  0.0011  -0.007
O  -2.4684  2.4447  8.943  -0.0013  0.0006  -0.0028
O  2.5135  1.0762  22.6729  0.0045  -0.0037  0.002
O  6.965  1.9922  23.4897  0.0127  -0.0145  -0.0073
O  2.7816  0.7527  17.9611  0.0006  0.0022  0.003
O  4.7024  -5.0198  15.4888  0.001  0.0038  0.0013
O  9.0201  4.5499  18.4832  0.0021  0.0001  0.0001
O  4.2641  -0.7408  23.4833  0.0003  -0.0018  -0.0072
O  7.8261  -4.557  22.5804  0.003  -0.0034  0.0018
O  0.2982  -0.5611  11.521  0.0017  0.0013  0.0066
O  5.9328  -4.6197  13.1266  0.0045  0.0004  0.0023
O  2.3898  0.2224  12.9973  0.0009  0.0002  0.004
O  1.4133  -1.3908  7.882  -0.0006  0.0045  0.0042
O  3.3849  -5.1674  22.7086  -0.0051  0.0042  0.0061
O  11.2396  0.2221  18.4335  0.0025  -0.0012  0.0026
O  4.5833  -5.7053  20.4532  0.0011  0.0032  -0.0014
O  2.2514  -0.9842  19.8947  0.0019  -0.0015  0.0026
O  8.3008  -2.2284  21.4291  0.0007  0.0035  0.0004
O  4.7058  3.8903  17.0875  0.0001  0.0059  0.0023
O  6.824  -0.9852  10.8383  -0.0027  0.0053  0.0042
O  8.9952  -3.6312  17.7826  0.0015  -0.0001  0.001
O  6.4756  -3.8344  20.3847  -0.0042  -0.0016  -0.002
O  5.9906  -2.6061  22.6891  -0.0037  0.0043  0.0064
O  5.4174  0.2002  8.9221  0.0051  -0.001  0.0154
O  4.5401  0.1595  11.4161  -0.0009  0.0005  0.0056
O  1.5591  1.6025  20.2952  0  -0.003  -0.0037
O  1.6007  -0.8084  16.1675  0.0019  0.0001  0.001
O  7.9635  -2.1962  8.8122  0.0061  -0.004  -0.0059
O  2.7627  -5.27  17.2678  0.0018  0.0036  0.0037
O  12.266  -3.4344  15.9386  0.0018  0.0006  0.0029
O  3.1259  2.4507  9.0249  0.0018  0.0032  0.0138
O  8.2275  3.6455  11.3722  0.0004  -0.0037  0.005
O  9.1409  -5.5318  15.9343  0.002  -0.0003  -0.0004
O  3.9519  -3.1182  19.9824  0.001  0.0012  0.0004
O  3.2993  -4.0971  13.451  -0.0029  0.0002  0.0011
O  8.8398  -0.9053  18.0861  0.001  0.0004  0.0011
O  3.8592  -4.1955  10.9423  -0.0018  0.0015  0.0076
O  8.5506  -5.0462  12.8097  0.0017  0.0004  0.0015
O  5.4879  -2.7551  9.3719  0.0044  0.001  0.0098
O  0.9958  -5.0488  7.2851  0.0038  0.001  0.0009
O  -1.5675  1.2426  11.0764  -0.0014  0.0017  0.0071
O  12.4442  -3.4548  23.4569  0.0096  -0.0101  -0.0066
O  6.7004  1.6377  10.791  0.0021  0  0.0059
O  10.098  -1.9225  15.9879  0.0023  0.0002  0.0005
O  5.2382  -2.6154  14.6806  -0.0012  -0.0027  0.0009
O  7.4578  -2.1408  16.1915  0.0019  0.0009  0.0007
O  -1.8875  3.5755  13.9329  0.0032  0.0003  -0.002
O  5.2704  3.8592  22.6375  0.0017  -0.0022  -0.0012
O  11.4827  2.8642  22.4984  -0.0041  0.0054  0.0043
O  6.7496  4.1161  7.9375  0.0004  -0.0023  0.0052
O  0.9677  1.781  10.4302  -0.0002  0.0008  0.0064
O  7.6439  -2.6265  13.5758  0.0019  -0.0028  0.0012
O  2.419  -2.1384  11.8623  -0.0014  -0.0002  0.0057
O  1.26  -4.4366  11.5857  0  -0.0033  0.0068
O  3.0405  -3.237  8.654  -0.0021  0.0007  0.0032
O  9.8009  -0.2991  20.4921  -0.0098  -0.0105  0.0234
O  9.5522  6.9244  7.8531  0.0125  -0.0139  0.0028
O  3.6023  -1.7447  17.7214  0.0008  -0.0013  0.005
O  6.9707  2.9573  18.0827  0.0038  0.0003  0.0011
O  2.9254  3.456  21.4868  0.0017  0.0027  -0.0001
O  6.464  -0.3352  14.4938  -0.0005  -0.0004  0.0023
O  4.6454  1.4845  13.7262  -0.0026  0.0008  -0.0018
O  5.2053  -4.6223  18.1346  -0.0006  -0.0001  0.0011
O  7.3637  -3.5619  11.0744  -0.0019  0.001  0.0103
O  6.9459  3.9854  15.5881  0.0024  0.0015  0.0014
O  5.8509  1.6645  16.1103  -0.0001  0.0005  -0.0009
O  3.221  2.4145  11.7121  0.0029  -0.0024  0.007
O  11.1509  -5.194  17.6437  0.0021  0.0032  0.0004
O  9.1282  2.8052  16.4952  0.0022  -0.001  0.0007
O  -0.2885  -5.5999  9.5515  -0.0027  -0.0008  -0.0032
O  4.0732  -0.1477  15.7006  0.0007  0.0013  0.0024
O  9.1294  1.7271  18.9309  0.0013  -0.0001  -0.0016
O  -0.2764  4.4453  12.0371  0.0016  0.0011  0.0043
O  8.6412  0.0881  22.7481  -0.0072  -0.0018  0.0312
O  1.6434  -3.2513  18.6293  0.0028  0.002  0.0026
O  1.9077  4.2622  10.4622  0.0001  -0.0021  0.0055

Results
free energy: -126872.849 eV
free energy less fixed offsets of O -568.88, Si -635.61 eV per atom: -4.369 eV

The program warned: the cutoff lies below the one the program advises for these potential files; the forces do not sum to zero within the program's tolerance; the exchange-correlation potential is rough where the density is thin.
